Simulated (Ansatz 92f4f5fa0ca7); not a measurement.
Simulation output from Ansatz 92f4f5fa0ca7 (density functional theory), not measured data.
Periodic cell of 220 atoms, Si132O88, from a study of silicon, its oxide and their interface. The atomic structure is a simulated model.

Settings: functional r2SCAN; potential files Ansatz PAW; basis plane waves; wave-function cutoff 800 eV; density cutoff ratio 5; exchange-correlation grid ratio 1; k mesh 1 x 1 x 1, shifted by 0.5 0.5 0 of a step; self-consistency stop 1e-10 eV per atom in the density residual; occupations fixed; spin none; net charge 0.

Cell vectors (angstrom)
a	10.88	0	0
b	0	10.88	0
c	0	0	31.822

Atoms and the computed forces on them: element, x, y, z (angstrom), force x, y, z (eV/angstrom)
Si	1.4449	1.4149	-0.7247	0.0573	0.0463	-0.061
Si	2.9524	3.2181	-0.6209	0.0249	-0.0298	-0.0494
Si	-0.2855	5.6983	-0.4254	-0.1298	0.0603	0.0587
Si	5.2843	10.3653	-0.3089	-0.0264	0.0665	0.0376
Si	6.4753	-2.3961	-1.1867	0.1489	-0.1443	0.0071
Si	7.0665	3.0714	-0.254	0.0247	0.0412	0.1154
Si	5.6717	4.9579	0.1073	-0.0311	0.0695	0.0028
Si	9.3889	8.3385	-1.3668	-0.0105	-0.0066	-0.0608
Si	0.8166	0.8111	1.4207	0.0336	-0.0403	0.0291
Si	3.9459	4.0167	1.3255	-0.0175	0.0681	0.0271
Si	1.6793	7.1824	1.4869	0.028	0.1472	-0.2335
Si	3.913	9.364	1.3674	-0.0479	-0.1077	0.0741
Si	6.4855	1.1293	1.0135	-0.0127	0.0381	-0.0771
Si	9.6053	4.2337	1.233	-0.0839	0.0285	-0.1881
Si	6.6128	6.6898	1.385	-0.0263	-0.0068	-0.1218
Si	10.0232	9.9412	1.3459	-0.0291	-0.0323	-0.0564
Si	-0.0042	2.7353	2.5617	-0.0088	0.0134	0.0245
Si	2.6694	0	2.6661	-0.03	0.011	-0.0096
Si	0.0644	8.2874	2.7497	0.0102	-0.0113	0.054
Si	2.7454	5.4827	2.6825	0.0441	-0.0048	-0.0152
Si	5.3483	2.5831	2.5515	-0.0267	-0.0082	0.0649
Si	8.1425	0.0689	2.4059	0.0278	-0.0167	0.0372
Si	5.3759	8.1354	2.7514	0.0088	-0.0278	0.0023
Si	8.2286	5.5288	2.6361	-0.0163	0.0375	0.075
Si	1.3711	4.0908	3.9486	-0.0274	-0.0646	0.0053
Si	4.0333	1.3622	4.0183	0.0363	-0.0163	-0.0527
Si	1.4052	9.5667	4.139	0.0438	-0.0416	-0.0147
Si	4.0688	6.7793	4.1168	0.015	0.0299	-0.0132
Si	6.7882	4.0389	3.8701	0.0083	0.0463	-0.0647
Si	9.439	1.4201	3.9117	-0.0004	0.011	0.0265
Si	6.8597	9.558	3.8848	-0.0316	0.0012	-0.0056
Si	9.5662	6.8646	4.0095	0.0037	-0.0026	-0.0226
Si	-0.0332	0.0804	5.3297	-0.0348	-0.002	0.0056
Si	2.7123	2.756	5.3466	0.0097	0.0223	0.0102
Si	0.0355	5.4586	5.3165	-0.0112	0.021	0.0238
Si	2.7393	8.1644	5.447	-0.017	0.0341	-0.0114
Si	5.4756	-0.0027	5.2889	-0.0023	0.0161	0.02
Si	8.1226	2.7444	5.3253	-0.0007	-0.0258	0.0025
Si	5.4831	5.393	5.3315	0.0201	-0.0127	-0.0045
Si	8.1934	8.2269	5.3138	0.0164	0.0024	0.0307
Si	1.3539	1.402	6.6891	-0.0104	-0.0339	0.0153
Si	4.0994	4.0787	6.7074	-0.02	0.02	-0.0045
Si	1.3419	6.8251	6.733	-0.0085	0.0179	-0.0104
Si	4.1535	9.5407	6.7002	0.0237	-0.022	0.0018
Si	6.8027	1.3497	6.7035	0.0109	0.0131	-0.0023
Si	9.5599	4.0871	6.6391	-0.0191	-0.0254	0.0135
Si	6.8673	6.7956	6.6323	-0.0168	0.009	0.0081
Si	9.5314	9.5717	6.7091	0.0019	0.0255	0.002
Si	-0.0036	2.7276	8.05	-0.0022	0.0134	-0.0231
Si	2.746	0.0214	8.0119	0.0011	0.0087	-0.0171
Si	0.0027	8.215	8.0886	0.0019	-0.001	0.0024
Si	2.7192	5.4676	8.0259	0.0292	-0.0183	-0.0054
Si	5.4449	2.7045	8.0643	0.0163	-0.0354	-0.0163
Si	8.2081	0.0341	8.1086	0.01	-0.0071	-0.007
Si	5.5471	8.1728	8.0034	-0.0034	0.0054	-0.0202
Si	8.2617	5.4746	7.9915	0.014	0.0244	-0.0057
Si	1.3307	4.1201	9.3556	0.0054	-0.0638	0.0015
Si	4.0589	1.3488	9.4235	-0.004	-0.0069	-0.0046
Si	1.3895	9.5915	9.4139	-0.0203	0.0112	0.0107
Si	4.1414	6.8367	9.2858	0.0052	0.031	0.0055
Si	6.9518	4.0486	9.2817	0.005	-0.0326	-0.0064
Si	9.5982	1.374	9.5045	0.0003	-0.0129	-0.0354
Si	6.8983	9.4811	9.4395	0.0219	0.0292	-0.0233
Si	9.5447	6.8379	9.4499	0.0019	-0.0243	-0.016
Si	0.1415	0.0812	10.9212	0.0602	0.0304	0.0009
Si	2.6813	2.7944	10.7	-0.0161	0.0087	-0.0536
Si	-0.0266	5.4117	10.7787	-0.0205	0.0014	0.0182
Si	2.7909	8.1924	10.6475	0.0134	0.0186	0.0288
Si	5.4912	-0.0403	10.7132	-0.0089	-0.0257	-0.0103
Si	8.2135	2.7479	10.8231	-0.0212	-0.0221	-0.0144
Si	5.6201	5.487	10.4763	0.0062	-0.0201	0.0337
Si	8.2797	8.1939	10.9116	-0.0107	0.0042	-0.0106
Si	1.3477	1.6606	12.3092	-0.0357	-0.0385	-0.0412
Si	4.3594	4.058	11.7209	-0.0254	-0.0048	0.0837
Si	1.5215	6.7236	11.9206	-0.0227	-0.01	0.0218
Si	4.1814	9.4385	12.0676	-0.155	0.2026	-0.0022
Si	6.8194	1.3214	12.0872	0.044	0.0145	0.0975
Si	9.4498	4.1522	12.2847	0.0755	-0.0068	-0.0044
Si	6.7911	6.7204	12.0535	-0.007	0.0396	-0.0191
Si	9.6968	9.5909	12.309	-0.0054	0.0115	0.0122
Si	-0.1929	2.8121	13.7873	-0.0367	0.0303	0.0601
Si	3.2305	1.0792	13.6371	0.0186	-0.0851	0.0113
Si	0.2449	7.9702	13.397	0.0957	-0.0075	0.0682
Si	3.0875	5.3636	13.0733	0.14	-0.1291	-0.1849
Si	5.1851	2.513	13.2985	0.0135	-0.0193	-0.0082
Si	8.1334	0.0212	13.5707	-0.014	0.0047	-0.0149
Si	5.3586	7.975	13.371	0.0388	0.0407	-0.0014
Si	7.7429	5.2072	13.5553	-0.043	-0.0192	0.0389
Si	1.5075	3.9228	15.0619	0.0916	-0.1143	-0.0956
Si	2.8537	1.3781	15.9299	-0.0063	-0.1101	-0.0112
Si	1.9603	7.0008	15.58	0.0362	0.0057	0.0201
Si	4.1135	6.5736	14.7835	-0.0237	-0.1242	0.0658
Si	6.5373	3.6672	14.9398	0.0594	-0.0931	-0.0772
Si	9.0294	1.6486	15.0572	0.0609	0.0272	0.091
Si	6.7865	9.2899	14.616	0.0097	0.0547	0.0169
Si	8.7294	6.7799	14.9284	0.0661	0.1063	0.0309
Si	3.548	5.4807	18.9198	-0.0276	0.0126	0.078
Si	0.6542	-0.4097	19.1959	-0.019	0.0537	0.0292
Si	2.6741	8.2729	18.1094	-0.0383	0.0277	0.0478
Si	7.1814	-1.4283	19.0088	0.0187	0.0037	0.0687
Si	4.9144	10.234	17.0846	-0.0629	0.0317	0.0499
Si	3.7022	-5.5853	21.9968	-0.0078	0.0086	0.0281
Si	2.7103	1.4556	20.4196	-0.0159	-0.0189	0.0134
Si	-5.2394	18.8183	24.811	-0.0066	0.0032	-0.0052
Si	7.9056	-3.801	17.5126	-0.0201	0.0324	0.1173
Si	12.3868	3.418	18.9288	0.0071	-0.0504	0.0546
Si	-0.5636	1.4266	22.819	-0.0063	-0.0056	0.011
Si	-2.3421	8.3356	25.3259	-0.0081	-0.0048	-0.0156
Si	0.2103	1.0997	17.3909	0.0508	-0.0121	0.07
Si	-1.7731	-0.2648	20.8243	0.0427	0.0181	0.0262
Si	4.9288	15.9617	24.6936	0.0119	0.0071	-0.0035
Si	14.7741	-0.581	21.8902	-0.019	0.0022	0.0011
Si	6.1832	4.7387	27.2892	0.0092	0.0244	-0.076
Si	-3.1997	13.888	29.305	0.1541	-0.0323	-0.1383
Si	5.4595	5.3841	16.4046	-0.0708	0.0772	0.0608
Si	12.0299	9.6263	23.1527	-0.005	0.0171	-0.0048
Si	9.975	9.0696	27.676	-0.0074	-0.0041	-0.0264
Si	11.9805	5.0326	29.6635	0.0054	-0.0154	-0.0663
Si	-12.3599	-13.4908	22.5045	0.0118	-0.0078	0.0224
Si	7.5957	7.4233	20.2556	-0.0139	-0.0196	0.0584
Si	5.3587	6.7696	29.3209	-0.0012	-0.012	-0.0878
Si	-5.7067	0.0181	24.5816	0.0007	-0.0102	-0.0057
Si	8.1557	0.5091	24.7978	0.005	0.0056	0.0093
Si	1.7767	-1.5491	26.2609	0.0062	-0.0045	-0.0274
Si	5.2249	-3.2082	21.8903	-0.0145	0.0182	0.0356
Si	3.4381	-6.9864	26.7908	-0.0028	0.0023	-0.0387
Si	2.5682	-4.181	27.8633	0.0252	0.0054	-0.065
Si	10.5123	2.6618	28.9912	-0.0707	-0.0696	-0.05
Si	3.6423	0.9587	26.9725	-0.0166	-0.0062	-0.0491
Si	1.4192	3.4535	21.8985	-0.0094	-0.0117	0.0287
Si	8.6534	0.9379	27.6409	0.0214	0.002	-0.06
Si	14.9202	11.6731	30.0056	0.0006	-0.0357	-0.0279
O	-0.8336	-9.0926	-4.1078	0.009	-0.0031	0.056
O	-3.2072	1.4407	-2.9934	-0.0209	0.019	0.038
O	4.1911	2.3832	-1.38	0.0098	0.0268	0.0049
O	4.7398	1.0197	-6.0483	-0.003	-0.0016	0.0231
O	-1.4408	6.7802	-0.886	0.0304	-0.0048	0.004
O	0.1533	12.5157	-1.6908	0.0019	0.0514	0.0095
O	2.7855	8.2425	0.8872	0.0394	-0.0295	-0.0632
O	5.2755	5.5985	-1.3692	0.0173	-0.0357	0.0242
O	8.556	3.2631	0.4318	0.0467	-0.0644	-0.0194
O	9.8494	-1.5298	-0.187	0.0159	0.0154	0.0375
O	7.9122	-2.1249	-1.9054	-0.0575	0.0204	0.0188
O	4.928	-1.5177	-6.7235	0.0023	-0.0027	-0.022
O	-1.9834	10.2533	-3.9902	-0.0154	0.0137	0.0303
O	15.2258	11.5582	-3.411	-0.004	0.0117	0.0599
O	11.5914	3.8046	-3.1779	0.0032	0.0176	0.0387
O	2.123	4.8312	18.4449	-0.0027	0.01	-0.0054
O	1.3105	5.4723	15.5442	-0.0385	-0.143	-0.0148
O	2.4724	2.9997	16.0628	0.0309	0.0494	-0.0053
O	4.1292	0.7778	16.8048	0.0169	-0.0241	0.027
O	1.2888	8.186	14.6597	-0.092	-0.0109	-0.0425
O	1.7016	7.5017	17.0906	0.0179	-0.0186	-0.071
O	3.4651	10.3822	13.2196	0.0454	-0.1217	0.1085
O	6.5007	6.5711	16.8606	0.0149	-0.0674	-0.0548
O	3.9345	4.9227	20.418	0.0027	-0.0056	-0.0336
O	3.7847	-1.7944	17.2606	0.0205	-0.016	-0.0397
O	13.2898	3.9727	13.7024	-0.1103	0.5236	0.2386
O	5.8945	9.9353	15.8314	0.0327	-0.0207	0.0028
O	7.9745	8.2282	15.0183	-0.037	0.0072	0.0036
O	-2.962	-0.1574	19.7363	-0.0257	-0.0037	-0.0132
O	2.8127	2.4299	19.1351	-0.0435	-0.0068	-0.0166
O	-1.1382	1.1317	16.4666	-0.0561	-0.002	-0.0837
O	-3.1155	2.6445	15.462	-0.0548	0.0627	0.0529
O	-0.8068	6.92	14.0613	-0.0101	-0.013	-0.0177
O	3.3941	7.1094	19.0031	0.0063	-0.0193	-0.0287
O	4.8776	-6.0474	23.0714	0.0007	-0.0063	-0.0072
O	8.8275	-3.5749	21.3326	-0.0177	0.0147	-0.0262
O	12.6352	9.3009	18.946	0.0263	-0.0395	-0.0436
O	4.6426	-5.8362	17.7961	0.0249	-0.0186	-0.0767
O	4.3202	0.2065	23.2313	-0.0003	0.0003	0.0006
O	0.4634	-10.6624	23.1535	-0.018	-0.0047	0.0143
O	3.8101	-3.9672	22.0849	0.0035	0.0064	-0.0169
O	0.4364	2.6421	17.9787	-0.0012	0.0137	-0.0352
O	2.5757	2.3154	21.7822	0.0041	0.0115	-0.0121
O	-4.8138	7.838	23.2569	-0.0075	-0.0218	-0.0106
O	12.3715	11.5367	16.472	0.0116	0.0701	-0.0631
O	2.8442	2.395	27.0181	0.0071	-0.0038	0.0017
O	8.7171	-1.1608	22.133	-0.0029	-0.003	-0.0044
O	3.7756	4.0808	25.216	-0.0095	0.0074	0.0049
O	7.3479	-7.0106	27.9572	-0.0338	-0.0239	0.1586
O	0.2168	2.8594	22.8126	0.0048	-0.0065	0.0009
O	6.1946	6.1963	28.0213	-0.0344	0.0159	0.0459
O	13.0975	4.7697	22.4413	-0.0015	-0.007	-0.0213
O	-2.1021	9.9167	25.0378	-0.0051	0.0063	-0.0036
O	3.9176	0.4363	20.6305	0.0112	-0.005	-0.0207
O	-0.5849	-1.0457	20.026	-0.0148	0.0151	-0.0415
O	5.8236	10.158	18.4295	-0.0206	-0.0078	-0.0358
O	7.9558	1.2256	26.224	0.0076	0.0046	0.0085
O	8.0371	-4.4138	19.0082	-0.0118	-0.0125	-0.0459
O	-1.6483	14.3256	29.5892	0.0174	0.0228	-0.0389
O	7.9041	8.7151	17.7089	0.0108	0.0106	-0.0716
O	11.7208	3.6908	20.395	-0.0068	-0.0057	-0.0211
O	9.5935	1.1753	21.3714	0.0105	-0.0051	0.0035
O	9.0664	6.5311	16.5219	-0.0083	-0.0341	-0.0461
O	2.4439	-1.2297	22.1834	0.0105	-0.0027	-0.0016
O	-3.8694	7.9239	25.6571	0.002	0.0081	0.0112
O	6.1949	6.8678	20.8827	0.0096	0.0222	-0.0103
O	9.3915	18.8258	26.6449	0.0044	-0.0132	0.0078
O	-1.7335	1.4321	23.9292	-0.0248	-0.0109	-0.0101
O	10.3211	8.5017	29.1407	-0.0007	0.008	0.0377
O	13.3961	4.5508	30.3476	0.0042	-0.0628	0.0205
O	2.4754	11.2617	30.3104	-0.0407	0.0402	0.0016
O	2.6276	5.244	27.1351	0.013	0.0047	0.0285
O	11.8219	6.6075	31.9859	-0.0153	-0.0613	0.1164
O	13.1867	7.9028	26.8191	-0.0109	0.0007	0.0224
O	0.1239	-2.3687	22.5635	-0.0064	-0.0026	-0.0016
O	4.6571	-4.2115	25.0624	0.0056	-0.0037	0.0129
O	6.695	11.206	24.1439	-0.0018	-0.0065	0.0032
O	8.9887	7.6354	23.9389	-0.0138	0.0101	-0.0025
O	-5.9579	-1.7133	21.3863	0.0159	-0.0082	0.0112
O	1.5908	-1.6473	24.6577	0.0043	-0.0121	0.0155
O	1.3311	0.6392	20.2343	0.0001	-0.0275	-0.0042
O	7.0185	-3.127	32.0106	-0.043	0.0273	0.0375
O	2.7031	-0.2895	26.6284	0.0221	0.0025	0.0151
O	0.4001	-1.1901	26.9954	0.0103	0.0025	0.0021
O	3.8825	-3.7841	28.7232	0.0195	-0.006	0.0352
O	12.2194	6.4427	28.8867	-0.0184	-0.0395	0.0668
O	6.255	-6.0902	25.6389	0.0041	-0.0185	0.0101
O	4.8026	3.968	27.6576	0.0085	-0.0099	0.0223

Results
free energy: -134612.630 eV
free energy less fixed offsets of O -570.45, Si -639.56 eV per atom: 8.890 eV

The program warned: the cutoff lies below the one the program advises for these potential files; the forces do not sum to zero within the program's tolerance; empty levels may hold ghost states of the PAW files; the exchange-correlation potential is rough where the density is thin.
